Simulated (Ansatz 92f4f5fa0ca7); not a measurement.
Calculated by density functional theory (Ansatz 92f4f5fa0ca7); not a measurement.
Periodic cell of 288 atoms, Si196O92, from a study of silicon, its oxide and their interface. The atomic structure is a simulated model.
Doubt: the cutoff is far below the 930 eV that the study's wrapper takes by default for these files, so forces and energies are approximate.
This geometry differs little from another in the collection (a relaxation step or a small displacement).

Settings
functional: PBE
potential files: Ansatz PAW
basis: plane waves
wave-function cutoff: 580 eV
density cutoff ratio: 5
exchange-correlation grid ratio: 1
k mesh: 1 x 1 x 1, Gamma-centred
self-consistency stop: 5e-08 eV per atom in the density residual
occupations: fixed
spin: none
net charge: 0

Cell vectors (angstrom)
a, 11.6015, 0, 0
b, 0, 10.938, 0
c, 0, 0, 40.3257

Atoms and the computed forces on them: element, x, y, z (angstrom), force x, y, z (eV/angstrom)
Si, 0, 0, 0.9665, -0.0106, 0.0886, -0.0211
Si, 3.8672, 0, 0.9665, 0.0046, 0.0038, -0.0053
Si, 7.7343, 0, 0.9665, 0.0048, 0.0601, -0.0388
Si, 1.9336, 1.3673, 0.9665, -0.0004, -0.0551, 0.006
Si, 5.8008, 1.3673, 0.9665, -0.0085, -0.0463, 0.0111
Si, 9.6679, 1.3673, 0.9665, -0.0022, -0.0084, 0.0131
Si, 0, 5.469, 0.9665, 0.0041, 0.0907, -0.0094
Si, 3.8672, 5.469, 0.9665, -0.0041, -0.0107, 0.0128
Si, 7.7343, 5.469, 0.9665, 0.0061, 0.0519, -0.0213
Si, 1.9336, 6.8362, 0.9665, 0.0068, -0.0208, 0.0214
Si, 5.8008, 6.8362, 0.9665, -0.001, 0.0018, 0.0159
Si, 9.6679, 6.8362, 0.9665, 0.0031, -0.0343, 0.0057
Si, 1.9336, 2.7345, 39.3586, 0.0187, 0.1021, -0.0882
Si, 5.8008, 2.7345, 39.3586, 0.001, 0.0737, -0.0656
Si, 9.6679, 2.7345, 39.3586, 0.0422, 0.0077, -0.0178
Si, 0, 4.1018, 39.3586, -0.041, -0.1077, -0.0017
Si, 3.8672, 4.1018, 39.3586, 0.0316, 0.0825, 0.1205
Si, 7.7343, 4.1018, 39.3586, -0.0087, -0.0756, -0.009
Si, 1.9336, 8.2035, 39.3586, 0.011, 0.0129, 0.0289
Si, 5.8008, 8.2035, 39.3586, -0.0104, -0.0557, 0.0618
Si, 9.6679, 8.2035, 39.3586, -0.0217, -0.0033, 0.0561
Si, 0, 9.5708, 39.3586, 0.0015, -0.1471, -0.0658
Si, 3.8672, 9.5708, 39.3586, -0.0011, 0.0169, 0.0288
Si, 7.7343, 9.5708, 39.3586, 0.0318, -0.1456, -0.0946
Si, 0, 0, 4.8337, -0.071, -0.059, 0.1551
Si, 3.8672, 0, 4.8337, -0.0473, -0.0035, 0.0151
Si, 7.7343, 0, 4.8337, -0.0637, 0.0125, -0.0619
Si, 1.9336, 1.3673, 4.8337, 0.0135, -0.1585, 0.0312
Si, 5.8008, 1.3673, 4.8337, -0.0175, -0.1368, 0.0571
Si, 9.6679, 1.3673, 4.8337, 0.0984, -0.1183, -0.0954
Si, 0, 5.469, 4.8337, 0.0998, -0.0948, 0.0743
Si, 3.8672, 5.469, 4.8337, -0.0376, -0.0408, 0.003
Si, 7.7343, 5.469, 4.8337, 0.0296, -0.0129, -0.1746
Si, 1.9336, 6.8362, 4.8337, -0.0725, -0.0608, -0.0409
Si, 5.8008, 6.8362, 4.8337, -0.0259, -0.1215, -0.0837
Si, 9.6679, 6.8362, 4.8337, -0.0809, -0.0505, 0.0166
Si, 1.9336, 2.7345, 2.9001, -0.0151, 0.0746, 0.023
Si, 5.8008, 2.7345, 2.9001, -0.0089, 0.0691, 0.0141
Si, 9.6679, 2.7345, 2.9001, -0.0121, 0.0164, -0.0079
Si, 0, 4.1018, 2.9001, -0.0184, -0.0559, -0.0183
Si, 3.8672, 4.1018, 2.9001, -0.0139, -0.0018, 0.0038
Si, 7.7343, 4.1018, 2.9001, -0.0004, -0.0082, -0.0327
Si, 1.9336, 8.2035, 2.9001, -0.0053, 0.0225, -0.0197
Si, 5.8008, 8.2035, 2.9001, -0.0042, -0.0055, -0.023
Si, 9.6679, 8.2035, 2.9001, 0.0172, 0.0177, -0.0309
Si, 0, 9.5708, 2.9001, 0.0078, -0.094, 0.0311
Si, 3.8672, 9.5708, 2.9001, -0.0076, -0.0358, 0.0249
Si, 7.7343, 9.5708, 2.9001, 0.0048, -0.0398, 0.0022
Si, 3.9002, 0.9564, 29.1996, -0.0135, 0.009, -0.0008
Si, 6.4722, -0.6371, 29.455, 0.0174, -0.0031, 0.0361
Si, 3.8194, 2.2896, 21.7825, 0.0181, 0.0018, 0.0066
Si, 1.6644, -2.7419, 30.9654, 0.0159, -0.0109, 0.0249
Si, 10.165, 6.4703, 20.7584, 0.0052, -0.0088, 0.0174
Si, 11.4999, -1.0435, 31.2312, -0.0064, 0.0336, -0.0069
Si, 1.4415, 6.0279, 32.107, 0.0616, -0.0074, 0.0537
Si, 5.6699, 8.0975, 31.808, -0.0021, -0.0007, -0.0251
Si, 3.0201, 7.1188, 22.9555, 0.0045, 0.0034, -0.0015
Si, -0.4915, 11.2973, 22.5458, 0.0303, -0.0068, 0.0086
Si, 3.0471, 4.4291, 31.1296, 0.0359, 0.0016, -0.0352
Si, 5.2436, 3.7335, 32.1262, -0.082, 0.0344, -0.0374
Si, 5.4404, 0.98, 24.0726, -0.0194, -0.0057, 0.0159
Si, 0.6461, -0.3198, 25.3179, -0.0052, -0.0017, 0.0204
Si, 13.5536, 2.376, 31.3248, -0.0038, 0, -0.0087
Si, -0.2652, 2.855, 30.5419, -0.0003, -0.0213, 0.0007
Si, 2.8248, 7.4367, 29.0175, -0.0146, -0.0164, -0.0274
Si, 3.5239, 8.8917, 32.3415, -0.015, -0.0069, -0.0061
Si, 7.518, 9.6051, 31.4954, 0.001, -0.0126, -0.0185
Si, 3.0743, 9.6494, 26.9895, -0.0058, -0.0061, -0.0052
Si, 7.5527, 4.4939, 31.5041, 0.0017, 0.0145, -0.0048
Si, -1.8758, 14.4062, 32.1256, -0.0158, 0.0007, 0.0155
Si, 8.6142, 11.4931, 27.5665, 0.0073, -0.0148, 0.0084
Si, 9.8972, 6.9631, 28.9539, 0.0064, -0.0093, 0.0032
Si, -0.0612, 0.0596, 33.3963, 0.0044, 0.0082, 0.005
Si, 3.7526, -0.0132, 33.5756, -0.0102, 0.0089, -0.0237
Si, 7.6059, 0.2, 33.3524, 0.0133, 0.0114, -0.0056
Si, 1.872, 1.3867, 33.4976, -0.0062, -0.0083, 0.0117
Si, 5.5883, 1.5629, 33.4101, -0.0121, -0.02, -0.0003
Si, 9.6074, 1.5017, 33.5058, -0.0002, -0.0108, -0.0013
Si, -0.4568, 5.169, 33.2686, 0.0194, 0.0148, -0.0005
Si, 4.4147, 5.2716, 33.8072, 0.0178, 0.0671, 0.0622
Si, 7.8912, 5.653, 33.5526, -0.0179, 0.0072, 0.0149
Si, 2.8128, 7.0284, 33.6779, -0.0589, -0.0247, -0.0841
Si, 6.0126, 6.9169, 33.7879, 0.0137, -0.0514, 0.0258
Si, 9.7512, 7.0542, 33.5595, 0.0298, -0.0216, -0.0058
Si, 1.9025, 2.7416, 35.4509, -0.0057, 0.0067, -0.0017
Si, 5.8323, 2.6932, 35.4896, -0.0052, 0.0148, 0.0138
Si, 9.6727, 2.7294, 35.5199, -0.0012, 0.0102, -0.0034
Si, -0.0168, 4.1381, 35.4226, 0.0031, -0.0053, -0.0086
Si, 3.8991, 3.9862, 35.6385, 0.0126, -0.0174, 0.0145
Si, 7.7663, 4.1268, 35.4309, 0.0054, -0.0036, -0.0015
Si, 1.9651, 8.2212, 35.528, -0.0068, 0.0005, 0.0032
Si, 5.8226, 8.351, 35.5903, 0.0026, 0.0051, 0.0058
Si, 9.6623, 8.303, 35.5225, -0.0075, 0.0077, 0.0043
Si, 0.0038, 9.6234, 35.397, 0.0136, -0.0031, -0.0071
Si, 3.8516, 9.6308, 35.5375, 0.0018, 0.0003, 0.0211
Si, 7.7235, 9.7335, 35.3917, -0.0101, -0.0002, 0.0033
Si, 0, 0, 37.425, 0.1464, 0.0685, -0.3275
Si, 3.8672, 0, 37.425, 0.0191, 0.4262, 0.4493
Si, 7.7343, 0, 37.425, 0.0505, 0.2658, -0.0521
Si, 1.9336, 1.3673, 37.425, -0.1186, 0.0497, -0.1584
Si, 5.8008, 1.3673, 37.425, 0.2375, -0.1843, 0.1587
Si, 9.6679, 1.3673, 37.425, -0.0206, -0.0886, 0.2188
Si, 0, 5.469, 37.425, 0.0103, 0.1132, -0.409
Si, 3.8672, 5.469, 37.425, -0.0449, 0.1145, 0.3016
Si, 7.7343, 5.469, 37.425, -0.0121, 0.0055, -0.3091
Si, 1.9336, 6.8362, 37.425, -0.0816, -0.0256, 0.1525
Si, 5.8008, 6.8362, 37.425, 0.0992, 0.1964, 0.0684
Si, 9.6679, 6.8362, 37.425, -0.0895, 0.2297, -0.0613
Si, 1.9502, 2.6668, 6.8044, 0.0067, 0.0015, -0.0048
Si, 5.7976, 2.7188, 6.7771, -0.0021, 0.0056, 0.0042
Si, 9.6988, 2.7061, 6.7639, 0.0001, 0.0023, 0.0011
Si, 0.035, 4.0739, 6.7746, 0.0033, -0.0036, 0.0024
Si, 3.8564, 4.0616, 6.7462, -0.0005, -0.0103, 0.0014
Si, 7.7557, 4.0413, 6.7082, -0.0021, 0.0005, 0.002
Si, 1.8907, 8.188, 6.7682, -0.0027, -0.0003, 0.0039
Si, 5.7595, 8.1886, 6.7519, 0.0001, 0.0071, -0.0015
Si, 9.6172, 8.1849, 6.7747, -0.003, 0.0025, 0.0017
Si, -0.0472, 9.5518, 6.796, 0, -0.0064, 0.0009
Si, 3.828, 9.5409, 6.7564, 0.0017, -0.0038, 0.0018
Si, 7.6833, 9.5597, 6.7538, -0.0049, -0.0019, 0.001
Si, -0.0316, -0.0624, 8.7788, 0.0102, 0.0049, 0.0071
Si, 3.9162, -0.1352, 8.7474, 0.0047, 0.005, 0.0039
Si, 7.6682, -0.0038, 8.6759, 0, 0.0044, 0.0062
Si, 1.9278, 1.2316, 8.7356, -0.0024, -0.0073, -0.0003
Si, 5.7174, 1.3705, 8.7342, -0.0018, -0.013, -0.0072
Si, 9.6127, 1.3328, 8.6912, -0.0094, -0.0017, 0.0117
Si, -0.0213, 5.4542, 8.7026, -0.0072, 0.0101, 0.0041
Si, 3.8254, 5.4045, 8.6761, -0.001, 0.0116, -0.0019
Si, 7.6759, 5.353, 8.6314, 0.0059, 0.01, -0.0057
Si, 1.9446, 6.8571, 8.7225, 0.0059, -0.0046, 0.0056
Si, 5.7781, 6.7283, 8.6084, -0.0035, -0.0159, 0.0012
Si, 9.6366, 6.7693, 8.6805, 0.0025, -0.0111, 0.0059
Si, 0.6388, -1.6775, 18.749, 0.0106, -0.0126, 0.0009
Si, 7.4003, 4.0079, 10.5927, -0.0038, -0.0132, 0.0068
Si, 7.2652, 4.5497, 14.4829, 0.004, 0.0127, -0.0042
Si, -2.2663, 1.1389, 12.3806, -0.0047, 0.0112, -0.0034
Si, -0.2168, 0.0492, 12.6708, -0.0046, -0.0305, -0.0285
Si, 2.034, 6.3932, 12.2012, -0.0196, 0.0045, -0.0072
Si, 0.6606, 3.6105, 14.1063, 0.0207, -0.0044, -0.0048
Si, 2.1599, 8.2322, 10.6877, -0.0026, -0.0042, -0.0017
Si, 14.6948, 11.2036, 13.7295, -0.0087, 0.0014, -0.0055
Si, 0.1429, 9.5345, 10.7685, -0.0052, 0.0138, 0.022
Si, -0.2343, 14.9864, 10.6041, -0.0065, -0.004, 0.0051
Si, 8.3644, 14.8724, 20.8431, 0.0016, 0.014, -0.0154
Si, -5.2102, 4.575, 18.731, -0.0087, 0.0091, 0.0028
Si, 6.0846, -3.0933, 10.6304, 0.0004, 0.0151, 0.0017
Si, 13.3091, 2.6564, 10.6029, -0.0103, 0.0012, 0.0054
Si, -1.6713, 2.8504, 18.3703, 0.0091, 0.0073, -0.0038
Si, 9.361, 6.8313, 12.4735, -0.0043, 0.0265, -0.0036
Si, 5.2073, 0.36, 12.2815, 0.0239, -0.0083, 0.0084
Si, 4.3422, 6.5206, 17.7287, -0.0025, -0.0076, 0.0055
Si, 5.5802, 2.639, 16.3062, -0.004, -0.0008, 0.0076
Si, 9.4899, 6.0877, 25.0381, 0.0045, 0.0055, 0.0082
Si, -1.7875, 8.1604, 10.5895, 0.0068, 0.0004, 0.0108
Si, 7.5531, 10.4633, 12.5526, -0.0066, -0.0083, -0.0052
Si, 5.4712, 2.5293, 10.8325, 0.0138, 0.0068, 0.0026
O, 11.519, -40.3765, 27.4321, -0.0015, 0.0186, 0.0123
O, 11.3603, 16.67, 21.5819, -0.0027, -0.0022, -0.0051
O, 2.5587, 11.1993, 15.3496, 0.0045, -0.0081, -0.0054
O, -8.2672, -3.4827, 21.3792, -0.0009, 0.0007, -0.0025
O, 32.36, -6.1495, 26.0166, -0.0042, -0.0047, 0.0008
O, 14.3496, -20.621, 30.331, 0.0097, -0.0059, 0.0064
O, 4.2005, 12.4288, 20.3723, -0.0008, -0.0011, -0.001
O, 2.4622, 28.8028, 13.7055, 0.0129, 0.0073, 0.018
O, 39.1455, -20.6626, 22.8986, -0.0024, -0.0009, 0.0005
O, 5.0592, 27.3733, 18.7951, 0.0051, -0.0034, -0.0011
O, -4.0011, -5.3691, 18.2682, -0.0004, 0.0006, 0.0014
O, 3.7256, 16.6677, 23.4146, 0.0005, -0.0052, 0.0039
O, 40.8786, 18.705, 24.609, 0.0008, 0.0019, -0.0026
O, 19.4965, -5.4699, 15.674, -0.0058, 0.0052, -0.0048
O, 29.401, 16.8605, 22.6718, 0.003, 0.0006, -0.0036
O, -0.6134, 20.9566, 19.4567, -0.0136, 0.0056, 0.0024
O, 1.4476, 17.7424, 23.2701, -0.0024, -0.0046, -0.0004
O, 15.5948, 2.9841, 16.0755, 0.007, -0.0058, -0.0006
O, 26.3597, 5.2055, 11.8361, 0.0032, -0.0123, -0.0163
O, 13.1823, 19.767, 20.0049, -0.0008, 0.0042, 0.0026
O, 19.9468, 28.3658, 23.937, -0.0051, -0.0005, -0.0041
O, 37.5694, -12.2986, 13.3645, 0.0078, 0.0106, 0.0069
O, 18.9028, -13.6024, 15.1151, 0.0014, -0.0081, 0.0055
O, 29.1351, 8.8473, 28.8421, -0.0096, 0.0089, -0.0242
Si, 1.609, 9.974, 15.9988, -0.0012, 0.0025, -0.0052
Si, 9.401, 13.4695, 14.2234, 0.0331, -0.0254, -0.014
Si, 4.2648, 9.4895, 10.7557, 0.0037, -0.0133, -0.0025
Si, 14.4705, 15.0439, 16.4579, -0.0144, 0.0039, -0.0049
Si, -4.4066, 5.9647, 11.9383, -0.0011, -0.0057, -0.0074
Si, 12.6101, 3.8219, 18.8092, -0.0021, -0.0028, -0.0119
Si, 9.6561, 8.4444, 31.6155, -0.0219, -0.0074, -0.0195
Si, -18.3347, 19.802, 24.7437, -0.0116, -0.0139, 0.0076
Si, 28.5441, 3.5985, 25.2487, -0.0135, 0.0124, 0.0132
Si, -4.6032, -3.7267, 23.3617, -0.0053, -0.0133, 0.0161
Si, 10.2568, 9.6698, 20.889, 0.0264, -0.0316, -0.0096
Si, 14.7337, 8.343, 20.0275, -0.0012, -0.014, 0.0018
Si, 4.9374, 21.9552, 19.9375, -0.0184, -0.0053, -0.0028
Si, 5.2176, 7.4996, 29.5469, 0.0281, 0.0084, 0.0331
Si, 31.3486, 14.5922, 26.6978, 0.0187, -0.0003, 0.0034
Si, 24.6904, 12.6757, 12.7644, -0.0018, 0.0199, 0.0113
Si, 8.6814, 16.281, 17.0815, 0.0055, 0.0011, 0.0112
Si, 3.4505, 14.3773, 27.5563, -0.0422, 0.0568, 0.0411
Si, -5.5707, 11.242, 16.8844, 0.0029, -0.0022, -0.0087
Si, 11.7845, 4.3718, 28.7639, 0.0398, 0.0085, -0.0133
Si, 11.999, 5.5526, 23.0634, -0.0067, 0.0095, 0.0124
Si, 28.9619, 8.4334, 15.646, 0.0015, -0.0059, 0.0007
Si, 11.4904, 16.3154, 12.5672, 0.0106, -0.0056, -0.0159
Si, 30.6868, -0.8422, 21.7027, -0.0206, -0.0301, 0.0161
Si, 14.064, 5.0652, 28.9162, 0.0108, -0.0681, 0.006
Si, 10.9367, 28.4143, 18.4915, -0.0031, -0.0047, -0.0041
Si, 22.6615, 10.0801, 14.9104, 0.0145, 0.0008, -0.0274
Si, -4.2348, -5.5668, 29.2135, -0.0076, 0.005, 0.0233
Si, 9.3987, -8.2329, 10.596, -0.0002, -0.0018, 0.0017
Si, 20.0892, 8.5763, 13.9786, -0.0205, -0.0141, -0.0394
Si, 7.8248, 9.4194, 10.4778, 0.0046, 0.0032, 0.0008
Si, 16.65, 4.8113, 23.165, -0.0017, 0.0117, 0.0007
Si, 11.1204, 0.7585, 29.5477, 0.0017, -0.0039, 0.0047
Si, 13.0724, 13.8301, 21.8497, -0.0062, 0.0147, -0.0071
Si, -2.6361, 22.6551, 16.6087, 0.0044, 0.008, -0.006
Si, 10.0089, 8.8808, 26.6503, 0, -0.0031, -0.0022
Si, -3.4208, 12.1979, 22.7105, -0.0122, 0.0286, 0.0011
Si, 3.1224, 19.2023, 14.3135, -0.0103, -0.0092, 0.0028
Si, 0.7668, 2.0097, 27.094, -0.0069, 0.0052, 0.0056
Si, 3.5611, 15.0131, 10.6418, -0.011, 0.0082, 0.0081
O, 5.4955, 33.1003, 18.426, 0.0022, -0.002, 0.0069
O, -6.9194, 14.6369, 21.9876, -0.0061, -0.0086, -0.0099
O, 9.2646, 1.4115, 18.0733, -0.0031, -0.0039, 0.0111
O, -8.1922, 10.7814, 28.1078, 0.0012, -0.0087, 0.0008
O, 7.6291, 10.8241, 16.8255, -0.0037, -0.0101, 0.0022
O, 1.0941, 25.9218, 22.9991, 0.0022, -0.0149, -0.0035
O, -9.1506, -2.3731, 15.7791, 0.0039, -0.0056, 0.0045
O, -5.3404, -29.4254, 15.0106, -0.0071, 0.0017, -0.0007
O, 28.4079, 33.121, 29.9504, -0.0021, -0.0001, 0.0105
O, -0.0599, 13.6333, 18.3127, -0.0029, 0.0002, 0.0033
O, 15.1009, -5.3148, 16.634, 0.0031, 0.0017, -0.0046
O, 8.5696, 23.7751, 15.4912, -0.0123, 0.0035, 0.0018
O, 1.6898, 25.9702, 15.3178, 0.002, 0.0039, 0.004
O, 32.8665, 33.3501, 28.8163, -0.0078, -0.0088, -0.0049
O, 30.3598, 0.2241, 28.2271, -0.0115, 0.0029, -0.0159
O, 22.4859, 13.9239, 14.7916, -0.0343, -0.0061, -0.0065
O, 12.0275, -9.3328, 21.9433, -0.0107, -0.0099, 0.0059
O, 46.8159, -5.634, 18.4798, -0.0048, 0.0058, 0.0027
O, 4.4209, 19.973, 26.2935, 0.0018, 0.0072, 0.0033
O, 13.9022, 2.4901, 26.8401, 0.0056, -0.0053, -0.001
O, 8.3424, -4.3567, 28.6824, 0.002, 0.0089, -0.013
O, -2.6234, -0.7569, 26.605, -0.0058, 0.0074, 0.001
O, 53.6812, -13.3214, 22.399, 0.0074, 0.0299, -0.0221
O, 9.3926, 14.8276, 17.2374, 0.0018, -0.0063, -0.0013
O, 3.42, 7.4684, 18.6788, -0.0015, 0.0024, -0.0014
O, 9.842, -4.4829, 17.265, 0.0014, -0.0004, -0.0018
O, -1.9901, 7.4987, 25.8756, -0.0025, -0.009, 0.0007
O, 13.7825, -0.6246, 25.787, 0.0053, 0.0013, -0.0006
O, 11.385, -1.5032, 26.0122, 0.0073, 0.0056, -0.0046
O, -3.0533, 14.7945, 13.7396, -0.0013, 0.0076, 0.0057
O, -13.1963, 40.0127, 30.552, -0.0009, 0.006, 0.0157
O, -2.9812, 23.9266, 26.8271, -0.0018, -0.0021, -0.0025
O, 17.0551, 21.2592, 24.3087, 0.0078, 0.0085, -0.0035
O, 40.9386, 10.6033, 20.9557, 0.0141, -0.003, 0.0061
O, 13.0001, 21.1143, 17.6254, 0.0036, 0.0023, 0.002
O, 21.8112, 18.9887, 21.2809, -0.0031, 0.0188, -0.0027
O, -17.7621, -47.2628, 16.906, 0.0018, 0.0041, -0.0044
O, -30.0654, 8.0751, 14.4154, -0.0003, -0.001, -0.0049
O, 6.8747, 3.9523, 20.1533, 0.0022, -0.0052, 0.0071
O, 13.9517, 14.5771, 17.9297, -0.0015, -0.0042, 0.0039
O, 34.0778, 5.6841, 24.2513, 0.0056, -0.0071, -0.0066
O, 9.7286, 0.9838, 23.2373, -0.0091, 0.0098, 0.0016
O, 21.9203, 0.0722, 16.0662, -0.0012, 0.0018, 0.0254
O, -2.0732, 14.3104, 19.8455, 0.0009, -0.0061, 0.0036
O, -2.7682, 16.4454, 21.1385, 0.0003, -0.0022, 0.0034
O, 22.4604, 16.6578, 28.5355, -0.0134, -0.0026, 0.0025
O, 35.4492, 11.8425, 28.3198, -0.0012, -0.0175, 0.0102
O, 3.5943, -46.3089, 23.8262, 0.0024, 0.0024, 0.0028
O, -11.4774, -3.0426, 18.0377, 0.002, 0.0055, -0.0018
O, -6.6343, 12.9147, 25.273, 0.0052, -0.0102, -0.0094
O, 0.2289, -9.7291, 25.7744, -0.001, -0.0077, -0.005
O, 21.5445, 8.8654, 14.7389, 0.0173, 0.0117, 0.0188
O, -28.6361, 14.2871, 17.6734, -0.0001, -0.005, -0.0035
O, 27.5509, -6.7405, 26.4129, 0.0248, -0.0099, -0.0264
O, -3.3468, 2.7919, 22.0193, -0.0016, -0.035, 0.0216
O, 35.2272, 21.4956, 23.7015, -0.0097, 0.0046, -0.0204
O, -12.9546, 19.3109, 28.1978, 0.0046, 0.0067, 0.0053
O, 2.3568, 8.3624, 27.7025, 0.0135, -0.0021, 0.0113
O, 27.1691, -1.2131, 19.9889, 0.0073, 0.0072, -0.0006
O, 16.9731, -0.9541, 16.0543, -0.0033, 0.0035, 0.0061
O, 17.4672, 6.0457, 29.019, -0.0086, 0.0038, -0.0011
O, 18.4875, 3.7648, 25.6934, -0.0068, -0.0052, -0.0148
O, 1.3444, -18.269, 20.3768, 0.0051, -0.0069, 0.0139
O, 8.6721, -22.8391, 20.5783, -0.0143, -0.0031, -0.0093
O, 52.9089, 5.5151, 13.4112, -0.0011, -0.0028, 0.0072
O, 27.5324, 2.3654, 28.4655, 0.0079, -0.0189, 0.0101
O, 53.3974, 23.3404, 23.8239, 0.0214, -0.0005, -0.0138
O, -3.9217, -6.8426, 28.2171, -0.0093, -0.0117, 0.0034

Results
free energy: -176908.320 eV
free energy less fixed offsets of O -568.88, Si -635.61 eV per atom: 8.200 eV

The program warned: the cutoff lies below the one the program advises for these potential files; the exchange-correlation potential is rough where the density is thin.
